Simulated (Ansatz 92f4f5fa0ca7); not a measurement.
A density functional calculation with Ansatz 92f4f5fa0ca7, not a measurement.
Periodic cell of 220 atoms, Si132O88, from a study of silicon, its oxide and their interface. The atomic structure is a simulated model.
This geometry differs little from another in the collection (a relaxation step or a small displacement).

Settings: functional r2SCAN; potential files Ansatz PAW; basis plane waves; wave-function cutoff 800 eV; density cutoff ratio 5; exchange-correlation grid ratio 1; k mesh 1 x 1 x 1, shifted by 0.5 0.5 0 of a step; self-consistency stop 1e-10 eV per atom in the density residual; occupations fixed; spin none; net charge 0.

Cell vectors (angstrom)
a 10.88 0 0
b 0 10.88 0
c 0 0 32.1344

Atoms: element, x, y, z (angstrom)
Si 0.4167 -0.0241 -0.0646
Si 2.402 2.8947 0.0376
Si 0.2921 5.1887 -0.1133
Si 2.296 9.2383 -0.3596
Si 5.8157 -0.1174 -0.0003
Si 7.9025 2.7124 -0.0657
Si 5.8174 5.0892 -0.0635
Si 7.987 8.4732 -0.0996
Si 1.3353 1.4358 1.4888
Si 4.1183 4.0489 1.1966
Si 1.3251 6.7594 1.2481
Si 4.0707 9.7051 1.1567
Si 6.8454 1.3448 1.4544
Si 9.516 4.0192 1.0995
Si 6.8594 6.8112 1.1884
Si 9.6192 9.6273 1.1569
Si -0.0971 2.7783 2.676
Si 2.8039 0.0843 2.6931
Si 0.0005 8.1783 2.5728
Si 2.7971 5.4755 2.5639
Si 5.4055 2.7171 2.6681
Si 8.2735 -0.0033 2.6682
Si 5.3811 8.1591 2.4831
Si 8.2308 5.4502 2.5342
Si 1.3701 4.1302 3.9239
Si 4.1061 1.3979 4.0813
Si 1.397 9.5255 3.937
Si 4.1075 6.8225 3.9468
Si 6.8313 4.1105 3.923
Si 9.5215 1.383 4.0567
Si 6.7961 9.4928 3.887
Si 9.5436 6.8069 3.9458
Si 0.0353 -0.0022 5.3213
Si 2.695 2.7632 5.3382
Si 0.0291 5.4638 5.3132
Si 2.7294 8.1526 5.3153
Si 5.4795 -0.0263 5.3231
Si 8.1332 2.736 5.3494
Si 5.4643 5.4566 5.293
Si 8.1478 8.148 5.2847
Si 1.3649 1.3616 6.678
Si 4.0963 4.0964 6.6663
Si 1.384 6.7893 6.6904
Si 4.0948 9.5079 6.6735
Si 6.8019 1.3415 6.6979
Si 9.5336 4.0944 6.665
Si 6.7974 6.8057 6.6624
Si 9.5275 9.5099 6.6497
Si -0.0004 2.7096 8.0217
Si 2.7149 -0.0127 8.0126
Si -0.0017 8.1407 8.0168
Si 2.7504 5.4294 8.0525
Si 5.4195 2.6952 8.0307
Si 8.1657 -0.0279 8.036
Si 5.4482 8.1513 8.0446
Si 8.1381 5.4351 8.0029
Si 1.3875 4.0345 9.3824
Si 4.0578 1.3248 9.3816
Si 1.3761 9.4867 9.3719
Si 4.1107 6.7853 9.4169
Si 6.7936 4.0604 9.3677
Si 9.5121 1.3519 9.3701
Si 6.8064 9.4977 9.423
Si 9.4694 6.8035 9.3508
Si -0.0355 -0.0544 10.6843
Si 2.7295 2.6567 10.7789
Si -0.0498 5.4088 10.6205
Si 2.7551 8.1509 10.7671
Si 5.4014 -0.0294 10.7484
Si 8.1402 2.6996 10.7293
Si 5.4715 5.4106 10.7695
Si 8.1422 8.1171 10.8079
Si 1.3412 1.2112 12.0515
Si 4.0955 4.0654 12.1126
Si 1.2453 6.7919 11.9459
Si 4.1576 9.4576 12.1956
Si 6.7318 1.3657 12.0706
Si 9.5333 4.0709 12.0371
Si 6.8425 6.707 12.2089
Si 9.4895 9.5416 12.1217
Si -0.0309 2.6247 13.3032
Si 2.6876 -0.1142 13.483
Si 0.0017 8.1462 13.3994
Si 2.5328 5.4111 13.2613
Si 5.5207 2.7733 13.5329
Si 8.1032 0.0685 13.4338
Si 5.4609 8.0008 13.6209
Si 8.312 5.394 13.5604
Si 1.491 3.7754 14.5633
Si 3.8195 1.5887 14.5953
Si 1.5929 9.093 14.827
Si 3.7415 6.798 14.613
Si 7.1647 3.8782 14.9208
Si 9.2679 1.6093 14.664
Si 6.9453 8.775 15.35
Si 9.5392 6.951 14.8922
Si 2.8715 12.145 17.1939
Si 5.9836 12.2183 23.6089
Si 6.6076 9.5304 18.3656
Si 11.7225 6.2142 19.6599
Si 4.1439 3.4804 18.3866
Si 0.7443 -5.3768 16.8697
Si 3.5944 10.9103 22.3234
Si 7.2497 8.7214 26.1485
Si 3.2547 6.0478 18.4119
Si 9.8789 -2.6637 20.8198
Si 16.0691 5.0603 16.8657
Si 2.6481 8.0902 23.4899
Si -0.0948 20.7182 28.3573
Si 4.5745 8.1768 27.3996
Si 15.3965 0.6776 19.3735
Si 8.0476 11.4295 21.6649
Si 11.0316 10.9487 16.7454
Si -8.1042 -0.861 28.8256
Si 1.9738 2.4529 23.4327
Si 9.9219 17.8098 23.5429
Si 17.8708 8.4702 21.0042
Si -6.313 6.3399 24.964
Si 5.201 14.39 28.1258
Si -2.8126 11.5864 25.8653
Si 5.5442 17.025 29.2192
Si 9.9657 7.2688 29.8805
Si 4.1068 12.3295 30.0515
Si -3.92 7.2115 23.6328
Si 0.2955 19.8473 25.2544
Si 8.1757 3.1217 27.8836
Si 4.2382 3.2912 25.1301
Si 9.3242 10.6621 19.3066
Si 1.2531 5.4008 22.5263
Si -1.3301 12.1886 29.8169
Si -0.5727 11.6315 23.9147
Si 8.2297 6.1234 27.7901
O -0.0764 0.9814 -1.3223
O 1.9308 -3.1832 0.0253
O 4.9925 7.6101 -3.2786
O -1.2935 10.8876 -3.346
O 1.3857 4.038 -0.6053
O -0.1496 6.1414 -1.3818
O 2.817 9.2216 -1.9036
O -3.0631 18.1893 -5.383
O 2.8816 1.7883 -1.0834
O 5.3416 0.8174 -1.2608
O 6.855 3.8976 -0.5647
O 8.3299 1.6456 -1.2686
O 5.1917 5.8015 -1.3898
O 8.6734 7.8168 -1.4362
O 6.8475 9.5874 -0.546
O 2.7565 2.8058 14.8739
O 4.7809 6.3457 17.8833
O 6.3453 -1.9173 16.8666
O -1.0357 0.6709 15.8594
O 2.3271 6.896 19.4192
O -2.6825 9.8443 18.4785
O 2.751 7.9883 15.2568
O 4.5102 5.6357 15.5
O 4.2421 10.9482 20.8367
O 6.6699 4.6026 16.3382
O 14.3293 4.6582 19.2675
O 15.6889 0.2507 23.3659
O 8.307 7.867 15.5057
O 11.5899 9.5253 16.1706
O 9.3125 11.4342 22.667
O 4.7919 13.1801 19.3224
O 6.1781 19.4139 19.5977
O 0.7792 5.3151 20.9845
O 4.0673 11.8769 16.116
O 0.7606 15.0433 15.9763
O 8.5864 11.8453 20.1699
O 13.7617 2.806 17.6403
O 1.756 19.2587 24.8282
O 3.1913 0.3485 18.4863
O 3.9194 4.8669 24.9042
O 6.1022 -4.7336 24.4931
O 2.3145 5.9604 17.0476
O 2.0963 17.6737 22.659
O 0.4623 12.8406 23.6808
O 2.6121 1.3245 22.4426
O 1.9602 3.9743 22.8435
O 5.7931 0.0103 18.6533
O 8.2484 2.715 15.3441
O 10.5103 0.1191 18.2729
O 7.3193 -0.6627 14.703
O 10.561 6.4912 16.1148
O 12.2978 11.9143 16.592
O 7.3439 9.9623 21.5507
O 6.2932 7.6398 22.2068
O -1.2728 17.4286 28.4866
O 2.8777 9.4679 22.6325
O 11.1997 16.1779 18.4191
O 14.944 -3.3586 23.9893
O 8.3867 6.4982 23.3877
O 6.7319 14.1536 28.5937
O 10.8448 16.4794 23.5029
O 8.3668 7.7013 20.6643
O -0.8719 -1.1034 20.4785
O -6.0983 13.8913 26.6379
O -0.7665 7.7911 24.8971
O -0.0794 8.5886 29.4113
O -5.0885 19.9174 26.7809
O 11.0453 21.1252 24.2728
O -3.0353 1.8771 26.9239
O 10.7474 -3.4117 19.7214
O -1.4126 12.0158 25.2202
O -9.5752 -0.2705 28.5634
O -3.744 6.0845 28.9764
O 8.123 10.0598 26.44
O 6.902 1.534 22.2727
O 2.8508 2.5043 24.8086
O -0.0173 20.2111 26.8077
O 3.7584 11.2781 28.8902
O 7.1524 8.5434 24.5398
O 10.3689 7.9185 22.326
O 6.879 11.6071 24.7895
O 4.3666 13.7088 29.3028
O 3.2504 9.0712 27.6067
O 4.3035 6.9235 26.4352
O 8.4408 4.5998 27.2055
O 5.3526 13.6414 24.0676
O 4.8642 15.958 28.2179
O -1.4593 13.5223 28.8452

Results
free energy: -134618.460 eV
free energy less fixed offsets of O -570.45, Si -639.56 eV per atom: 3.060 eV

Forces (eV/angstrom), in the order of the atoms: element, x, y, z
Si 0.0015 -0.0029 0.0027
Si 0.0041 0.0012 0.0046
Si -0.003 0.0024 0.0032
Si 0.0024 0.0045 0.0031
Si 0.0001 -0.0048 0.0073
Si -0.0004 -0.0066 0.0098
Si -0.006 0.0001 0.0044
Si 0.0023 0.003 0.0108
Si -0.0004 -0.0015 -0.0028
Si 0.0036 -0.0006 -0.003
Si 0.0034 0.0011 0.0022
Si 0.0009 0.001 -0.0039
Si 0.001 -0.002 -0.003
Si -0.0009 0.0004 -0.0044
Si -0.004 0.0041 -0.0017
Si -0.0007 0.0002 -0.0049
Si 0.0005 -0.0051 -0.0001
Si 0.0006 -0.0014 0.0001
Si -0.0007 -0.0014 0.0007
Si -0.0013 0.0007 -0.0006
Si -0.0003 -0.0011 -0.0012
Si -0.0013 -0.0018 -0.0007
Si 0.0001 -0.0002 -0.0011
Si 0.002 -0.0002 0.0008
Si -0.0008 0.0006 0.0001
Si 0.0006 0 -0.0001
Si 0.0007 -0.0007 -0.0005
Si -0.0006 -0.0018 -0.0005
Si 0 -0.0017 0.0004
Si 0.0004 -0.0015 -0.0008
Si 0.0007 -0.0009 -0.0015
Si 0.0009 -0.001 0.0005
Si 0 0 -0.0007
Si -0.0006 -0.0021 0.0003
Si 0.0006 -0.0003 0.001
Si 0.001 0.0003 -0.0004
Si 0 -0.0007 0.0005
Si 0 0 -0.0002
Si 0.0002 0.0015 0.0001
Si -0.0001 -0.0007 0.0006
Si -0.0001 -0.0003 -0.0007
Si 0.001 0 -0.0004
Si 0.0005 -0.0011 0.0005
Si -0.0001 -0.0005 0.0001
Si 0.0005 -0.0004 -0.0001
Si 0 -0.0009 -0.0004
Si -0.0005 -0.0002 -0.0007
Si 0.0007 -0.0004 -0.0006
Si 0.0005 0.0008 -0.0017
Si 0.0001 -0.0004 -0.0004
Si -0.001 -0.0003 0.0005
Si 0.0002 0.0002 0
Si -0.0003 -0.0005 0.0008
Si 0.0007 0.0005 -0.0006
Si 0.0006 -0.0002 -0.0008
Si -0.0001 0.0008 -0.0001
Si -0.001 -0.0022 -0.0009
Si 0.0001 -0.0007 0.0007
Si 0.0011 0.0007 0.0004
Si 0.0021 0.0007 -0.0001
Si -0.0004 -0.0002 -0.0004
Si -0.0004 0 -0.0007
Si -0.0015 -0.0014 -0.0006
Si 0.0003 -0.0012 -0.0003
Si -0.0019 -0.0001 -0.0008
Si 0.0004 0.0024 -0.0022
Si 0.001 0.0005 -0.0005
Si -0.0006 -0.0013 -0.0008
Si 0.0011 -0.0007 0.0007
Si 0.0005 -0.0026 0
Si -0.0011 0.0003 -0.0008
Si -0.001 0.0002 -0.0017
Si -0.0014 0.0005 0.0007
Si -0.0017 -0.0023 -0.0009
Si -0.0015 -0.0026 -0.0034
Si -0.0007 0.0001 0.0021
Si 0.0003 0.0004 -0.0031
Si 0 0.0003 -0.0017
Si 0.0017 -0.0003 -0.0001
Si -0.0019 0.0007 -0.0027
Si 0.001 -0.0007 -0.0017
Si -0.0014 -0.0035 0.0051
Si -0.0016 0.0002 0.0011
Si 0.0021 0.003 -0.0071
Si -0.002 0.0011 -0.0004
Si 0.0069 0.0018 -0.0039
Si 0.0006 0 -0.0032
Si -0.002 -0.0024 0.0027
Si 0.0007 -0.0063 0.0016
Si 0.0116 -0.0013 0.0025
Si 0.0018 0.0014 -0.007
Si -0.0023 0.0014 0.0126
Si -0.0058 -0.0043 -0.0012
Si -0.01 -0.003 0.0031
Si 0.0005 -0.0021 0.0015
Si -0.0048 -0.0023 -0.0056
Si -0.0015 0.0002 -0.0052
Si 0.0013 -0.0022 -0.0069
Si 0.0016 -0.0033 -0.011
Si 0.0058 0.0056 -0.0126
Si -0.0014 -0.0075 0.0087
Si -0.002 0.0052 -0.0038
Si 0.004 -0.0013 -0.0123
Si -0.0005 -0.0031 -0.0024
Si 0.0018 0.0063 -0.0075
Si 0.0038 -0.0019 -0.0119
Si 0.0078 0.0042 -0.0054
Si 0.0001 -0.001 -0.0074
Si 0.0021 -0.0031 -0.0009
Si 0.0002 -0.0021 -0.0025
Si -0.0002 0.0051 -0.0144
Si -0.0007 -0.0052 -0.0116
Si 0.0019 -0.0007 -0.014
Si 0.0014 0.0005 -0.0023
Si 0.0014 0.001 -0.0066
Si 0.0034 0.0007 -0.0081
Si 0.0016 0.0033 -0.0133
Si 0.0008 0.0027 -0.006
Si 0.0036 0.0011 0.0018
Si -0.0023 0.002 -0.0023
Si -0.0004 -0.0023 -0.0018
Si -0.0006 -0.0001 -0.0021
Si 0.0043 0.0018 -0.0021
Si -0.0031 0.0026 -0.01
Si -0.0011 -0.0007 -0.0041
Si -0.002 -0.0009 -0.0019
Si 0.0018 0.0008 -0.0044
Si -0.0011 0.0008 -0.0119
Si -0.0032 0.0057 -0.0079
Si 0.0012 -0.0007 0.0022
Si -0.0051 -0.0032 -0.0082
Si -0.0017 0.0007 0.0003
O -0.0031 0.0012 -0.0011
O -0.0007 -0.0036 -0.0032
O -0.0084 -0.0027 0.0046
O -0.0005 -0.0006 0.0026
O -0.0015 -0.0012 0.0007
O 0.0026 -0.0025 -0.0001
O -0.0029 -0.0028 0.0024
O 0.003 0.0003 -0.0003
O -0.0063 0.0012 -0.0032
O -0.0007 -0.0002 0.004
O 0.0094 0.0068 0.0001
O -0.0012 0.0034 -0.002
O -0.0012 -0.008 -0.0026
O 0.0007 -0.0013 0.0025
O 0.0019 0.0006 -0.0095
O 0.0005 -0.0009 0.0017
O -0.0067 0.0041 -0.0013
O 0.0001 0.0015 0.0039
O 0.0005 -0.0086 -0.0062
O -0.0083 0.0004 -0.0001
O 0.005 0.0042 0.0041
O 0.0046 0.003 -0.0046
O 0.0004 -0.0082 0.0001
O -0.0035 -0.0045 0.012
O -0.0016 0.0047 0.002
O 0.0019 -0.0005 -0.0018
O 0.0029 0.0002 0.0022
O -0.003 0.0061 0.0011
O 0.0098 0.0006 0.0056
O 0.0048 0 0.0064
O -0.0018 -0.0087 0.0048
O 0.0011 -0.0028 0.0092
O 0.0151 -0.0073 0.0099
O -0.0063 0.0004 0.0024
O -0.0002 -0.0001 -0.0014
O 0.0027 0.0028 0.009
O 0.0035 -0.0074 -0.007
O 0.0007 0.0003 0.0061
O 0.0008 -0.0004 0.0095
O -0.0012 -0.0004 0.0037
O 0.0015 -0.0022 0.0014
O -0.0002 -0.002 -0.0004
O -0.005 0.0039 0.0049
O -0.0004 0.002 0.0031
O -0.0027 0.0031 0.0019
O 0.0015 -0.002 0.0064
O -0.0045 0.0045 -0.0037
O 0.0163 0.0044 -0.003
O -0.0021 -0.0003 0.0085
O -0.0027 -0.0014 -0.001
O -0.0014 -0.001 0.0053
O -0.0041 0.0027 0.003
O 0.0041 0.0012 0.002
O 0.0003 -0.001 0.0077
O -0.0001 -0.0024 0.0006
O -0.0017 -0.003 0.0025
O 0.0072 -0.0066 0.0066
O 0.0012 -0.0047 0.0018
O -0.0002 0.0037 0.0015
O 0.0014 -0.0017 0.0062
O -0.0042 -0.0035 -0.0061
O -0.0035 0.0007 0.0027
O 0.0034 -0.0064 0.0019
O -0.0002 0.0001 -0.0028
O 0.0025 -0.0006 0.0037
O 0.0015 0.0001 0.002
O 0.0046 -0.0008 0.0076
O -0.0001 -0.0013 -0.0025
O -0.0019 0.0031 -0.0026
O -0.0065 -0.0103 0.0071
O 0.0034 -0.0037 0.0055
O -0.0011 0.0001 -0.002
O -0.0002 0.0032 0.0024
O 0.0014 0.0014 0.0044
O -0.001 0.0041 0.0022
O -0.0013 -0.0024 0.0025
O -0.0036 0.0004 0.0017
O -0.0012 -0.0051 0.001
O -0.0016 0.0019 0.0019
O 0.0018 -0.0007 0.0084
O 0.0042 -0.0019 0.0001
O -0.0016 -0.0009 0.0025
O 0.0003 -0.0006 -0.0001
O 0.0023 0.0012 -0.0004
O 0.0004 -0.0011 0.0023
O -0.0013 0.0033 0.0012
O 0.0055 0.0004 -0.0027
O 0.0025 -0.001 -0.0002

The program warned: the cutoff lies below the one the program advises for these potential files; the forces do not sum to zero within the program's tolerance; empty levels may hold ghost states of the PAW files; the exchange-correlation potential is rough where the density is thin.
